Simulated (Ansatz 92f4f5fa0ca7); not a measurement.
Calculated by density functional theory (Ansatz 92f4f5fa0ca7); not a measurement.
Periodic cell of 166 atoms, Si98O68, from a study of silicon, its oxide and their interface. The atomic structure is a simulated model.

Settings: functional r2SCAN; potential files Ansatz norm-conserving; basis plane waves; wave-function cutoff 1300 eV; density cutoff ratio 4; exchange-correlation grid ratio 1; k mesh 2 x 2 x 1, shifted by 0.5 0.5 0.5 of a step; self-consistency stop 5e-08 eV per atom in the density residual; occupations Fermi-Dirac, 0.05 eV; spin none; net charge 0.

Cell vectors (angstrom)
a  10.88  0  0
b  0  10.88  0
c  0  0  24.435

Atoms and the computed forces on them: element, x, y, z (angstrom), force x, y, z (eV/angstrom)
Si  -0.3677  0.3052  -0.0748  -0.1409  0.0284  -0.1406
Si  2.9679  3.0631  0.2551  0.0033  0.0929  -0.3716
Si  -0.7977  5.4844  -1.2707  -0.0889  -0.9539  0.0567
Si  3.0366  8.0748  0.313  -0.0672  -0.0513  -0.3853
Si  5.7076  -0.1516  0.126  0.2387  -0.2684  -0.5417
Si  8.1082  2.3577  -0.0684  -0.0205  -0.1818  -0.4879
Si  5.3005  6.0354  0.1465  -0.008  0.1953  -0.3995
Si  7.8644  8.4897  0.2861  -0.1343  0.0923  -0.443
Si  1.4266  1.4676  1.2054  -0.1188  -0.0141  -0.2667
Si  4.262  4.3852  1.5815  0.0518  0.0715  -0.1134
Si  1.3331  6.7912  1.3132  0.0422  0.3893  -0.3691
Si  4.1929  9.6143  1.5969  0.142  -0.0077  -0.302
Si  6.8239  1.344  1.5844  -0.1101  0.0033  -0.1734
Si  9.4212  4.1561  0.9632  -0.2602  -0.1915  -0.3188
Si  6.7583  7.0023  1.6845  -0.0576  0.0259  -0.2991
Si  9.5584  9.6323  1.4395  -0.0351  -0.0023  -0.1236
Si  0.0314  2.8658  2.5461  0.0262  0.1499  -0.2542
Si  2.7178  0.1326  2.7212  -0.0568  -0.0326  0.0019
Si  0.085  8.222  2.7173  0.1411  -0.017  -0.1402
Si  2.736  5.631  2.8374  -0.0414  -0.0415  -0.0155
Si  5.5316  2.8501  2.8295  0.0193  0.0218  -0.0522
Si  8.2438  0.0509  2.8953  -0.0373  -0.0507  0.092
Si  5.4778  8.3208  3.0499  0.0509  0.1329  0.1218
Si  8.2194  5.4657  2.6507  0.1347  0.0334  -0.1862
Si  1.3763  4.1406  4.0682  0.096  0.1009  -0.0723
Si  4.1063  1.4685  4.1056  -0.0795  -0.0023  0.061
Si  1.3933  9.6262  4.1032  -0.0094  -0.0542  0.0237
Si  4.0943  6.899  4.2809  -0.0109  0.1069  -0.0246
Si  6.9607  4.1291  4.1557  -0.0862  -0.1095  0.0363
Si  9.6436  1.5068  4.0922  -0.0756  -0.0525  -0.0777
Si  6.9232  9.6122  4.3188  -0.1831  -0.0925  -0.0588
Si  9.5841  6.8293  4.0477  0.0264  0.0037  0.0124
Si  0.0693  0.1122  5.4972  0.0218  -0.0054  0.0493
Si  2.7109  2.7683  5.4812  0.0833  -0.0492  -0.0506
Si  0.0132  5.4525  5.4649  0.144  0.0253  -0.0685
Si  2.696  8.282  5.5368  -0.056  0.1163  0.0224
Si  5.4821  0.1251  5.5121  0.1158  0.0026  0.0143
Si  8.3009  2.7691  5.55  -0.0163  0.0049  -0.0371
Si  5.5413  5.467  5.4858  -0.0295  0.0926  -0.025
Si  8.3036  8.167  5.5284  -0.0003  -0.1024  0.0179
Si  1.3789  1.4444  6.9423  0.0604  -0.1003  -0.0721
Si  4.153  4.0802  6.7895  -0.0209  -0.0753  0.1049
Si  1.3157  6.8573  6.8157  -0.0335  -0.1091  0.1419
Si  4.0639  9.6816  6.8341  -0.0215  -0.1339  -0.0854
Si  6.9682  1.3422  6.882  -0.2457  -0.0111  0.117
Si  9.6864  4.0523  6.957  -0.2269  0.1035  0.0108
Si  6.9568  6.7618  6.8361  0.0962  0.0538  0.0032
Si  9.6378  9.5781  6.8822  0.1351  0.1009  0.0383
Si  0.0391  2.6539  8.4764  0.1443  -0.0633  0.2682
Si  2.7283  0.1014  8.3017  0.0133  0.0428  0.106
Si  0.0492  8.219  8.302  0.0321  -0.0225  -0.0667
Si  2.676  5.412  8.065  -0.1596  0.0282  -0.2702
Si  5.5607  2.7017  8.1449  0.189  -0.1214  -0.368
Si  8.3088  -0.039  8.3693  -0.332  0.0014  -0.0397
Si  5.5033  8.2207  7.9261  0.007  0.0306  -0.2075
Si  8.3396  5.4199  8.2826  0.01  0.2189  0.0273
Si  1.4048  4.1889  9.6765  0.0832  0.098  0.083
Si  4.1529  1.4875  9.5524  0.0748  0.0129  0.2554
Si  1.5348  9.4731  9.6966  0.1043  -0.1646  0.0422
Si  4.2058  6.7649  9.1016  -0.0126  0.1947  0.0835
Si  7.0499  3.8878  9.4972  0.0032  -0.2683  0.2828
Si  9.6596  1.1226  10.035  -0.0499  -0.1153  0.0351
Si  6.724  9.4094  9.4591  -0.0559  0.0704  0.2875
Si  9.4826  6.9436  9.7457  -0.1863  -0.1701  0.2319
Si  -0.0503  -0.7774  11.3585  0.5024  0.2477  -0.0284
Si  3.2449  3.2755  10.7998  -0.0072  0.1383  0.6308
Si  0.4884  6.0415  10.8925  0.2089  0.0353  0.7045
Si  3.0747  7.9318  10.7264  0.0653  -0.5185  0.5079
Si  5.6271  0.1558  10.7969  0.0397  0.0486  0.3345
Si  7.9399  2.3353  11.2127  -0.4738  0.0682  0.4621
Si  5.4977  5.3289  10.3179  0.1145  -0.1724  1.1365
Si  7.36  7.6986  11.0114  -0.2937  -0.072  0.082
Si  3.766  2.7862  13.5671  -0.065  0.0302  0.4062
Si  5.3093  8.9362  12.7779  -0.2349  0.2004  0.4548
Si  5.0302  4.9554  15.0286  0  0.3572  0.223
Si  1.2108  6.1045  18.2218  -0.001  -0.0227  0.0814
Si  5.2223  -3.0367  15.5797  -0.0077  -0.1161  0.3285
Si  11.6434  0.7116  16.4464  0.004  0.0371  0.2841
Si  1.0521  3.7714  16.7496  -0.0076  -0.211  0.0891
Si  3.7762  3.1745  20.4152  -0.096  -0.0189  -0.4813
Si  6.0045  1.1608  16.4691  -0.0545  -0.1915  0.2494
Si  -2.9808  -3.502  17.196  0.0247  -0.1602  0.0139
Si  -4.1878  2.8058  13.9476  -0.1241  0.1892  0.4207
Si  -0.4792  6.2439  15.9366  -0.0918  0.1421  0.1858
Si  1.2984  -0.7876  13.9165  0.2262  0.0626  0.5394
Si  -0.4758  -0.1393  19.1188  -0.1897  0.0491  -0.1554
Si  7.6998  -0.8219  18.3682  0.0215  0.1821  0.0875
Si  -6.6857  3.5999  17.4581  0.1134  0.0929  0.1446
Si  3.3745  0.406  15.4376  0.1517  -0.1259  0.4387
Si  1.5751  12.191  20.8785  -0.021  -0.0218  -0.5763
Si  12.0968  8.2843  19.944  -0.005  0.0909  -0.2982
Si  1.5446  -1.2033  22.4912  0.1094  -0.0976  -0.0961
Si  -0.1486  7.6273  13.2221  0.0368  -0.1352  0.5815
Si  7.4681  -4.3772  22.4484  -0.4046  0.4048  -0.0309
Si  3.6424  7.6412  18.2979  0.1841  0.1268  -0.0428
Si  5.4296  12.9839  22.7643  -0.1623  -0.1863  -0.1062
Si  1.5927  3.9289  22.269  0.2956  0.0594  -0.1035
Si  6.4072  -3.2058  19.65  -0.1556  0.0246  -0.293
O  0.1388  -0.6163  -1.3547  0.181  0.1439  0.1198
O  -1.5955  1.2948  -0.6504  0.0902  0.2095  0.609
O  6.6721  -1.6065  -5.0632  0.1574  -0.2876  -0.1346
O  4.1692  2.5864  -0.7631  -0.0801  0.0579  -0.0319
O  0.3077  4.8941  -2.3464  -0.2409  0.2469  0.4636
O  -3.5855  6.8078  -5.8412  -0.133  0.4084  0.0492
O  2.5133  9.2313  -0.75  -0.043  -0.1748  0.0167
O  0.7556  6.7587  -4.8083  0.2189  0.2026  -0.1695
O  6.8096  -1.2819  -0.3047  0.0612  -0.1004  0.5067
O  6.2797  -5.1485  -1.1629  0.0118  0.0528  0.0137
O  4.2532  3.8963  -5.383  -0.1744  -0.2116  0.1474
O  6.9294  2.6458  -1.2505  0.2883  -0.0378  0.4023
O  8.7258  5.4911  -2.2495  0.3442  0.2309  0.4842
O  1.4288  8.3646  -2.8919  -0.1173  0.2144  0.0361
O  1.1367  2.3829  -2.4206  0.1237  0.2085  0.0465
O  8.2195  7.6491  -1.0883  -0.0262  -0.1027  0.1982
O  0.9109  -0.0697  12.5086  -0.3843  -0.3781  -0.1107
O  -0.0348  6.1812  12.4787  0.0701  0.1702  -0.5297
O  2.7914  2.7039  12.287  0.3281  0.1752  -0.2632
O  -4.4309  4.3403  14.4909  -0.2411  -0.2781  -0.1793
O  4.8948  0.126  15.883  -0.1655  0.3439  -0.157
O  1.9009  6.863  11.1559  -0.2442  0.1021  -0.2236
O  1.1215  8.4824  13.7832  -0.1751  -0.0342  -0.2555
O  5.0882  -0.4149  12.2484  0.171  -0.1224  -0.4785
O  2.8522  -0.6858  14.3653  -0.3138  0.162  -0.1143
O  6.9  1.0866  11.1942  0.0504  0.1712  -0.0331
O  7.9021  2.787  12.8524  -0.0032  -0.2497  -0.8438
O  6.501  6.2846  11.2362  0.1491  0.5926  -0.3975
O  4.3705  4.4498  11.2023  0.023  -0.1334  -0.6312
O  3.7951  4.2581  14.2456  0.2499  -0.3045  -0.1557
O  4.9787  15.6436  16.6496  -0.1195  -0.2065  -0.3386
O  6.8444  -2.4172  12.4101  0.1246  -0.234  -0.3642
O  5.3003  2.3547  13.2145  -0.0609  0.0939  0.0758
O  10.0907  8.764  12.1572  0.1691  0.4693  -0.2644
O  3.1788  1.8307  14.7171  0.1393  0.0201  -0.2342
O  5.2255  8.9354  14.3987  0.0332  -0.1358  -0.5447
O  6.897  1.8426  15.2751  -0.1757  0.1591  -0.3319
O  4.1065  7.0332  23.9885  0.0626  0.0191  0.6637
O  0.5553  6.962  16.986  -0.073  -0.3181  -0.0565
O  4.7813  -4.3648  14.7777  0.1318  -0.1042  0.0556
O  6.7236  -3.2963  16.1125  -0.1473  0.0219  0.0029
O  8.9573  -4.6301  16.7094  0.2005  0.1554  -0.1066
O  4.2382  -2.6947  16.865  0.1512  -0.1904  -0.0816
O  -0.1346  0.0068  17.558  0.0736  0.0514  0.0577
O  2.7777  1.9464  19.9833  -0.0704  0.169  0.4448
O  -3.9272  0.299  17.4579  -0.0204  -0.0758  -0.0431
O  2.8642  4.2341  21.2807  -0.2343  -0.2717  0.249
O  0.386  -0.0012  15.0309  0.3224  -0.1443  -0.1841
O  4.0971  8.113  12.0289  -0.1685  0.1729  -0.2867
O  -5.7872  2.2497  17.2614  -0.0466  0.1005  -0.2273
O  -2.4209  -1.9772  17.4731  -0.24  -0.1183  0.1403
O  0.7376  4.5424  18.1782  0.2403  0.1974  -0.367
O  2.5409  8.6373  19.0154  -0.2442  -0.305  0.1802
O  2.3568  0.4336  16.7203  -0.1788  0.0874  -0.4564
O  6.8256  -3.6874  21.1268  0.2295  -0.3  0.4618
O  2.6778  3.5481  16.8436  -0.1309  0.0582  0.0241
O  11.1506  11.8983  19.964  0.2849  -0.1524  0.2201
O  5.0598  2.5903  21.2416  -0.0202  -0.028  0.5382
O  -2.083  -0.0291  19.2729  0.1256  -0.2441  -0.1841
O  0.2622  4.7748  15.6715  -0.023  0.1803  0.1736
O  2.8316  6.2457  18.0525  -0.226  0.1514  0.0886
O  4.8296  7.4054  19.3751  0.1856  0.0508  -0.0854
O  0.003  9.2835  19.5991  0.2113  0.0159  0.1073
O  13.0532  10.8556  21.564  -0.1883  -0.0369  0.2363
O  11.2966  2.3058  16.5051  0.2147  -0.008  -0.0494
O  2.0112  4.1016  23.822  0.1878  -0.4442  -0.0085
O  -0.8353  7.1329  14.6244  0.1724  0.0803  -0.3194
O  5.3998  0.4882  23.0478  0.0006  0.2415  0.5302

Results
free energy: -43100.192 eV
free energy less fixed offsets of O -463.61, Si -117.95 eV per atom: -15.612 eV
pressure: -1.51 GPa
stress xx, yy, zz, yz, xz, xy (GPa, positive in tension): 2.05, 0.62, 1.87, -1.38, 0.17, -0.66
